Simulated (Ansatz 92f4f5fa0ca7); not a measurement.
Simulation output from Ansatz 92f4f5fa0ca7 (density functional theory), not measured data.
Periodic cell of 221 atoms, Si132O87H1N1, from a study of silicon, its oxide and their interface. The atomic structure is a simulated model.
Doubt: the cutoff is far below the 930 eV that the study's wrapper takes by default for these files, so forces and energies are approximate.

Settings
functional: PBE
potential files: Ansatz PAW
basis: plane waves
wave-function cutoff: 580 eV
density cutoff ratio: 5
exchange-correlation grid ratio: 1
k mesh: 1 x 1 x 1, Gamma-centred
self-consistency stop: 5e-08 eV per atom in the density residual
occupations: fixed
spin: none
net charge: 0

Cell vectors (angstrom)
a	10.938	0	0
b	0	10.938	0
c	0	0	33.2718

Atoms: element, x, y, z (angstrom)
Si	-0.2115	0.1563	25.6756
Si	5.962	-0.5405	25.7087
Si	2.8207	2.8264	25.754
Si	8.3448	2.276	25.8157
Si	-0.5035	6.0562	25.6094
Si	5.3849	5.6788	25.7097
Si	3.0699	7.8252	25.7439
Si	8.2017	8.2464	26.0272
Si	1.4134	1.3518	27.0064
Si	6.8723	1.1471	27.1969
Si	4.2214	4.0946	27.1114
Si	9.5192	4.1298	26.9381
Si	1.3318	6.8051	27.0428
Si	6.8215	6.8126	27.2297
Si	4.2033	9.4531	27.0684
Si	9.669	9.5997	27.2085
Si	2.7697	-0.0332	28.4095
Si	8.2671	-0.0658	28.5724
Si	0.0203	2.7605	28.4023
Si	5.5209	2.6726	28.4659
Si	2.7399	5.4284	28.4496
Si	8.2131	5.4121	28.4747
Si	0.0702	8.1877	28.4919
Si	5.4823	8.1787	28.5481
Si	4.1018	1.3673	29.8536
Si	9.5708	1.3673	29.8536
Si	1.3673	4.1018	29.8536
Si	6.8362	4.1018	29.8536
Si	4.1018	6.8362	29.8536
Si	9.5708	6.8362	29.8536
Si	1.3673	9.5708	29.8536
Si	6.8362	9.5708	29.8536
Si	0	0	31.2208
Si	5.469	0	31.2208
Si	2.7345	2.7345	31.2208
Si	8.2035	2.7345	31.2208
Si	0	5.469	31.2208
Si	5.469	5.469	31.2208
Si	2.7345	8.2035	31.2208
Si	8.2035	8.2035	31.2208
Si	1.3673	1.3673	32.5881
Si	6.8362	1.3673	32.5881
Si	4.1018	4.1018	32.5881
Si	9.5708	4.1018	32.5881
Si	1.3673	6.8362	32.5881
Si	6.8362	6.8362	32.5881
Si	4.1018	9.5708	32.5881
Si	9.5708	9.5708	32.5881
Si	2.7345	0	0.6835
Si	8.2035	0	0.6835
Si	0	2.7345	0.6835
Si	5.469	2.7345	0.6835
Si	2.7345	5.469	0.6835
Si	8.2035	5.469	0.6835
Si	0	8.2035	0.6835
Si	5.469	8.2035	0.6835
Si	4.1018	1.3673	2.0507
Si	9.5708	1.3673	2.0507
Si	1.3673	4.1018	2.0507
Si	6.8362	4.1018	2.0507
Si	4.1018	6.8362	2.0507
Si	9.5708	6.8362	2.0507
Si	1.3673	9.5708	2.0507
Si	6.8362	9.5708	2.0507
Si	0	0	3.418
Si	5.469	0	3.418
Si	2.7345	2.7345	3.418
Si	8.2035	2.7345	3.418
Si	0	5.469	3.418
Si	5.469	5.469	3.418
Si	2.7345	8.2035	3.418
Si	8.2035	8.2035	3.418
Si	1.2561	1.4891	4.7543
Si	6.8288	1.3795	4.8298
Si	4.1089	4.085	4.8277
Si	9.5241	4.1316	4.8653
Si	1.3472	6.8551	4.7757
Si	6.7965	6.8891	4.8255
Si	4.1132	9.5863	4.8019
Si	9.5265	9.6083	4.6309
Si	2.6211	0.0491	5.9342
Si	8.2778	-0.0257	6.0404
Si	-0.0627	2.8245	6.3226
Si	5.4689	2.6901	6.2909
Si	2.7184	5.5187	6.1626
Si	8.1141	5.505	6.2301
Si	-0.1372	8.2508	5.941
Si	5.4944	8.3159	6.3062
Si	3.6535	1.5516	7.3643
Si	9.8041	1.0214	7.4783
Si	1.5951	4.0486	7.7005
Si	6.5427	4.3814	7.652
Si	4.3061	6.646	7.5062
Si	9.3237	7.1723	7.3999
Si	1.0378	9.8206	7.1763
Si	7.2472	9.5056	7.5927
O	1.8226	3.9758	25.1067
O	7.144	9.2893	25.1794
O	2.7373	2.8583	7.8015
O	8.3045	8.295	8.1392
O	5.3987	5.5134	8.0361
O	0.0605	-0.0394	7.9933
O	4.2158	6.7352	25.1357
O	9.5197	1.2204	25.2107
O	1.7944	8.882	8.2647
N	1.3617	4.617	9.3796
O	8.9966	1.3408	8.8925
O	6.95	10.5504	8.8901
O	3.6697	0.6878	8.8044
O	3.6458	7.1464	8.9298
O	7.0732	3.8981	9.1706
O	10.3349	6.3991	8.4561
O	3.7423	2.2043	24.5235
O	5.3485	0.0783	24.3014
O	7.2238	2.6781	24.6446
O	11.096	5.7262	24.1281
O	9.2541	7.2101	25.1925
O	2.3632	8.4755	24.3998
O	6.2525	5.1333	24.3878
O	0.3829	10.3079	24.3191
Si	2.4359	8.0721	9.4981
Si	11.0599	6.7572	14.3762
Si	0.0268	-5.1552	17.1637
Si	4.1243	0.9077	23.6061
Si	7.4459	-2.0308	20.2794
Si	8.3222	0.7948	21.162
Si	1.7341	9.7288	23.5694
Si	10.5222	9.4999	14.3771
Si	3.9328	9.8225	11.6678
Si	4.9407	16.1329	12.0542
Si	6.9484	1.7962	16.7222
Si	4.6521	7.4576	20.1883
Si	13.2575	8.545	14.0481
Si	3.7498	1.5238	10.2081
Si	7.9191	11.5023	9.8497
Si	1.742	8.3426	20.7122
Si	2.5621	-5.4364	21.2097
Si	2.1743	4.0074	10.8302
Si	8.298	4.3754	17.4719
Si	6.9676	3.9007	23.5839
Si	12.6519	3.6309	18.7734
Si	6.3674	3.1049	10.4179
Si	4.5578	2.9709	18.317
Si	7.9583	-0.2724	14.9699
Si	10.5146	4.6617	12.2436
Si	-1.3279	3.1054	22.4994
Si	6.2373	7.8977	12.254
Si	8.5864	9.6021	12.2393
Si	5.579	2.3119	21.2925
Si	12.0204	4.4418	23.7401
Si	9.8995	2.6738	19.6101
Si	11.248	5.9615	9.7246
Si	-5.2936	5.8787	17.6162
Si	-0.8606	-2.6158	18.9864
Si	8.014	10.1098	17.6819
Si	4.8158	6.8161	14.64
O	7.6442	10.2449	13.4346
O	7	9.5422	18.8309
O	7.8346	8.1542	11.9572
O	-1.5569	1.1506	19.9507
O	4.5911	5.4895	13.6475
O	7.5253	9.6265	16.1827
O	-1.4173	-1.3943	18.0283
O	4.9082	13.5581	9.9002
O	5.436	9.2036	11.6916
O	1.277	7.1873	10.2231
O	7.0973	1.1077	15.2288
O	8.4944	4.194	23.0313
O	5.6597	6.5665	11.4879
O	1.5163	6.7408	20.9814
O	-2.1303	7.9833	20.0233
O	10.1454	9.5506	12.7598
O	15.7784	4.4954	17.8516
O	6.0621	8.1346	20.8145
O	2.7998	-0.0006	23.5182
O	3.1498	9.5116	13.0533
O	6.019	3.5175	22.3073
O	10.0134	3.5372	20.9855
O	2.2874	4.3035	20.1451
O	-5.8615	6.9928	18.6735
O	0.5497	-2.1326	19.6852
O	8.6406	10.5065	10.9089
O	11.6903	6.2617	15.7904
O	12.0698	4.1742	12.0835
O	9.6308	10.6876	15.0862
O	10.3178	5.5489	13.5978
O	0.4578	2.5957	18.9713
O	4.0545	11.4223	11.4263
O	1.3465	7.3527	13.4372
O	12.138	9.5775	14.732
O	7.2493	5.5831	17.8473
O	3.4588	-3.2157	14.9048
O	12.0992	4.8651	17.8736
O	11.0165	3.2081	23.3239
O	5.9476	18.6534	13.8598
O	2.2443	4.8405	22.666
O	6.8895	1.4803	20.8302
O	5.3751	-4.5663	16.0906
O	1.4638	-1.7049	22.0454
O	-2.1378	3.5153	18.76
O	9.6188	4.9606	16.7368
O	9.5287	3.3622	12.3173
O	4.5282	1.3599	22.0919
O	3.329	-2.4515	20.1865
O	2.942	2.7579	18.1263
O	3.5565	4.8128	11.2629
O	6.0671	4.0088	11.7749
O	10.0264	7.9759	14.7808
O	-6.0262	2.8366	19.9091
O	7.8845	11.7555	17.6674
O	7.9974	-0.8142	21.2793
O	4.0924	6.1373	21.0418
O	8.9772	1.5666	22.4717
O	2.446	2.4072	10.646
O	18.4778	3.2996	16.5135
O	3.0393	9.1548	10.5134
O	10.2022	5.5791	10.9244
O	7.1836	1.7283	10.7343
O	10.4739	-3.938	18.1267
O	5.4432	1.9336	17.3874
H	8.8019	3.3782	12.962

Results
free energy: -133793.312 eV
free energy less fixed offsets of H -15.97, N -385.13, O -568.88, Si -635.61 eV per atom: 0.868 eV

Forces (eV/angstrom), in the order of the atoms: element, x, y, z
Si	0.0132	-0.0002	-0.0536
Si	0.0948	-0.1312	-0.0735
Si	0.0008	0.0248	0.0262
Si	0.2333	0.0631	0.1531
Si	-0.3334	0.0973	0.1919
Si	-0.0202	0.1174	-0.0097
Si	0.0674	-0.0991	-0.1223
Si	-0.0525	0.0447	-0.1991
Si	-0.0556	0.018	-0.1805
Si	-0.0147	-0.0524	-0.2347
Si	0.005	0.0938	-0.1676
Si	0.0186	-0.0494	-0.324
Si	0.0568	-0.0193	-0.1421
Si	-0.0435	-0.0422	-0.3023
Si	-0.0213	0.0035	-0.2904
Si	-0.0266	0.1053	-0.2326
Si	0.0397	-0.0674	-0.0366
Si	0.0168	0.0172	0.126
Si	-0.0776	0.0437	-0.163
Si	0.0674	-0.0325	0.079
Si	-0.056	0.051	-0.0066
Si	0.0772	-0.069	0.0523
Si	0.0914	-0.047	0.1248
Si	-0.0552	0.0298	0.0673
Si	-0.0575	-0.1387	-0.3425
Si	0.2891	0.4117	-0.051
Si	0.0414	-0.134	-0.2015
Si	0.1172	-0.3691	0.0115
Si	-0.3857	-0.1756	0.0803
Si	0.1148	-0.1409	-0.2871
Si	0.3963	0.088	-0.0759
Si	0.1022	-0.2298	0.5586
Si	0.12	0.1496	-0.0418
Si	-0.0023	0.0036	-0.0032
Si	-0.093	-0.0331	-0.0523
Si	0.0185	0.077	0.0159
Si	-0.0414	0.0426	-0.0246
Si	-0.1141	-0.062	-0.0448
Si	-0.0054	0.0435	0.0081
Si	-0.1233	-0.0067	0.0152
Si	0.0137	-0.0434	0.0104
Si	0.0276	-0.0379	-0.0263
Si	0.0251	-0.0087	-0.0193
Si	0.0098	-0.0333	-0.015
Si	0.0467	0.0206	-0.0316
Si	0.0806	-0.0221	-0.0058
Si	-0.0043	-0.0619	-0.0286
Si	0.008	-0.0254	-0.0284
Si	0.0155	-0.0166	-0.0077
Si	-0.0596	0.0558	0.0149
Si	-0.0336	0.0372	0.0214
Si	-0.0326	0.022	0.04
Si	-0.0729	0.0474	0.0062
Si	0.0149	-0.0165	0.0023
Si	-0.0123	-0.0111	0.04
Si	-0.04	0.0874	0.0118
Si	-0.0577	-0.0578	0.053
Si	0.0793	-0.0807	-0.0581
Si	0.0972	-0.0147	-0.0044
Si	0.0726	0.0416	0.0589
Si	-0.0266	-0.0721	0.0065
Si	-0.0962	-0.0309	0.0197
Si	0.1374	0.1261	0.0242
Si	0.0106	-0.1358	-0.0376
Si	0.033	0.6081	-0.6734
Si	0.1135	0.1071	0.1591
Si	-0.0408	0.2994	-0.0407
Si	-0.0354	0.081	0.3818
Si	-0.1593	-0.1619	0.2633
Si	-0.1266	0.1171	0.3021
Si	0.175	0	0.0908
Si	-0.5372	-0.301	-0.5546
Si	-0.1032	0.0987	-0.0741
Si	-0.0412	0.0549	-0.1172
Si	-0.0267	-0.0402	-0.0018
Si	-0.0025	0.0797	-0.0571
Si	0.0496	-0.0471	-0.0795
Si	-0.0985	0.0798	0.036
Si	0.0097	-0.1173	-0.0661
Si	0.0167	-0.0826	-0.153
Si	0.0016	0.0195	0.1278
Si	-0.075	0.1346	0.1171
Si	0.2064	0.0483	0.3387
Si	-0.1014	0.1728	0.1101
Si	-0.0311	-0.0521	0.1766
Si	0.0006	0.0418	0.1425
Si	0.0749	-0.0342	0.2257
Si	0.1677	0.0297	0.2173
Si	-0.0408	-0.0599	0.2373
Si	0.2534	0.0679	0.3542
Si	0.123	-0.2846	-0.1982
Si	-0.0762	-0.0756	0.2526
Si	0.1629	-0.0671	0.0979
Si	-0.0093	-0.0712	0.056
Si	0.072	-0.0328	0.3224
Si	-0.0285	-0.1808	0.2517
O	0.0891	-0.1364	0.069
O	-0.0725	0.0208	0.5543
O	-0.0555	0.0214	-0.0495
O	-0.008	-0.0178	-0.4298
O	-0.0696	0.0524	-0.3604
O	-0.0712	0.0215	-0.6088
O	-0.2441	0.1408	0.488
O	-0.1306	0.2709	0.339
O	0.05	-0.0517	0.0952
N	0.0436	-0.1867	-0.5187
O	0.0772	0.0876	-0.1843
O	-0.1088	-0.2624	-0.2259
O	0.0132	0.0966	-0.253
O	-0.0737	0.0055	-0.0809
O	0.0507	0.1285	-0.3632
O	-0.0052	-0.03	0.0012
O	-0.0054	0.0084	0.1119
O	0.0599	0.0124	-0.0403
O	0.0202	-0.1184	0.0553
O	-0.0388	0.0542	-0.0366
O	0.2279	-0.2636	0.3985
O	0.0068	-0.017	0.0325
O	-0.0606	0.0272	0.103
O	-0.0168	0.0668	0.1477
Si	0.0752	0.2346	-0.1314
Si	-0.018	0.0259	-0.1505
Si	0.0958	0.1038	0.036
Si	0.0561	-0.006	0.1325
Si	-0.0757	0.0052	0.1563
Si	-0.1431	-0.0368	0.0399
Si	-0.0982	-0.0628	0.1807
Si	0.0494	-0.0839	-0.2122
Si	0.0801	-0.1423	0.1166
Si	-0.0161	0.1137	-0.0921
Si	0.041	-0.1158	0.004
Si	0.0131	0.0342	0.1079
Si	0.0222	0.0273	-0.1396
Si	-0.0091	0.0773	0.2839
Si	0.1696	-0.1531	-0.009
Si	0.0392	-0.1671	-0.097
Si	0.0009	0.1862	-0.2307
Si	0.1353	-0.0711	0.0808
Si	-0.0014	-0.0503	0.1769
Si	0.1	0.0792	0.0151
Si	-0.0822	-0.0177	0.1345
Si	-0.3109	0.0013	0.1225
Si	0.0294	0.0272	0.1427
Si	0.0197	-0.0693	-0.1861
Si	-0.0486	-0.2081	-0.0393
Si	-0.0737	-0.0289	-0.2756
Si	0.0296	-0.011	-0.0676
Si	-0.008	-0.1364	0.0567
Si	0.1633	-0.0613	-0.1976
Si	0.1125	-0.1095	0.0542
Si	0.0812	-0.0098	0.1111
Si	-0.3263	0.1275	0.2646
Si	-0.1181	0.0407	0.0138
Si	0.0282	0.015	0.1682
Si	-0.0482	-0.0829	0.0336
Si	-0.0093	-0.022	-0.2153
O	-0.0216	0.0916	0.1473
O	0.0395	0.0254	-0.039
O	0.044	0.094	-0.0034
O	0.011	0.017	-0.0213
O	-0.0234	0.0507	0.1323
O	0.0205	0.0642	-0.0118
O	-0.0197	0.0362	-0.0502
O	0.0217	-0.0015	-0.0032
O	-0.0453	0.0508	-0.0534
O	-0.0519	0.0692	-0.0103
O	-0.0095	0.0348	0.0872
O	-0.0344	0.055	0.0965
O	-0.0697	-0.0102	0.0201
O	-0.0085	-0.0003	0.0602
O	0.0484	0.0152	-0.0966
O	-0.0728	0.0242	0.0842
O	-0.0049	-0.0165	-0.0395
O	0.0145	0.0015	-0.0842
O	-0.003	0.0328	-0.0913
O	-0.0446	-0.0339	0.0372
O	0.0018	0.0593	0.1443
O	-0.0329	0.0021	0.0938
O	0.0098	-0.0265	0.0206
O	0.0017	-0.0534	-0.0782
O	-0.0581	0.0433	-0.043
O	-0.0537	0.1334	-0.1688
O	0.0125	-0.0789	0.1307
O	0.059	-0.0069	-0.0519
O	-0.039	0.0208	0.0557
O	-0.033	0.0831	0.0633
O	0.0346	0.0169	-0.0774
O	0.0295	0.1281	-0.0861
O	0.0225	0.033	0.0776
O	-0.0595	0.0247	0.0464
O	0.0612	-0.0137	0.0044
O	0.0513	-0.0195	0.0582
O	-0.0357	0.0323	-0.0692
O	-0.0291	0.0074	0.0161
O	-0.0358	0.0088	0.118
O	-0.0417	-0.0398	0.0686
O	-0.0287	0.034	0.0047
O	0.0744	-0.0216	0.105
O	-0.0205	0.0655	0.1874
O	-0.0564	0.0624	-0.0738
O	-0.0431	-0.0274	-0.0859
O	-0.0677	0.0833	0.1115
O	-0.0961	-0.088	0.2233
O	0.0493	0.0101	0.0058
O	-0.0076	-0.0282	-0.0948
O	-0.1217	0.0085	-0.086
O	0.1382	-0.1491	-0.1454
O	0.0038	0.0101	0.0439
O	0.0299	-0.0007	0.003
O	-0.0185	0.0231	-0.0384
O	0.012	0.0323	-0.018
O	0.005	-0.0384	0.044
O	0.0784	0.0513	0.0015
O	0.051	-0.0677	-0.0575
O	0.0101	0.0067	-0.0697
O	-0.0871	-0.0781	-0.0168
O	0.0752	0.1018	-0.0792
O	0.0483	-0.0871	-0.012
O	-0.0111	-0.0711	-0.045
O	0.0343	-0.0255	-0.0834
H	0.1277	0.0218	-0.1026

The program warned: the cutoff lies below the one the program advises for these potential files; the forces do not sum to zero within the program's tolerance; the exchange-correlation potential is rough where the density is thin.
